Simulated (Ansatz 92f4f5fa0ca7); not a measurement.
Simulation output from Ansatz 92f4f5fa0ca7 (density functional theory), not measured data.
Periodic cell of 180 atoms, Si99O81, from a study of silicon, its oxide and their interface. The atomic structure is a simulated model.

Settings: functional r2SCAN; potential files Ansatz norm-conserving; basis plane waves; wave-function cutoff 1300 eV; density cutoff ratio 4; exchange-correlation grid ratio 1; k mesh 2 x 2 x 1, shifted by 0.5 0.5 0.5 of a step; self-consistency stop 5e-08 eV per atom in the density residual; occupations Fermi-Dirac, 0.05 eV; spin none; net charge 0.

Cell vectors (angstrom)
a	11.5403	0	0
b	0	11.5403	0
c	4.6194	0.93	23.9478

Atoms and the computed forces on them: element, x, y, z (angstrom), force x, y, z (eV/angstrom)
Si	-2.7384	6.73	-0.8237	0.0329	-0.8285	-0.5956
Si	8.3529	1.588	-1.7431	0.095	-0.02	-0.4463
Si	8.765	5.1848	1.6768	0.034	-0.0284	-0.7751
Si	2.2531	7.7363	-0.1632	-0.585	0.1431	0.009
Si	1.3216	0.4149	-1.6628	-0.3228	-0.0147	-0.518
Si	2.5916	5.2558	1.2431	-0.5648	0.8442	-0.7145
Si	4.5654	7.6737	-0.3101	-0.2855	-0.3123	-0.5511
Si	3.944	1.3684	-0.7067	0.4456	-0.2275	-0.9932
Si	8.1611	10.2349	-2.4593	-0.114	0.0092	-0.3655
Si	1.355	8.8782	1.6817	-0.0285	0.0888	-0.3385
Si	2.2029	1.2468	0.9694	-0.6186	-0.6175	-0.3244
Si	10.4095	8.9834	1.7982	0.04	0.1235	0.0527
Si	6.6366	8.8935	1.5429	-0.5911	-0.1222	-0.1425
Si	6.3062	1.16	1.493	-0.7199	-0.2103	-0.4967
Si	4.8461	5.4413	0.3838	0.9058	-0.2855	-0.4822
Si	8.7896	8.7543	0.2245	0.2451	0.7258	-0.4669
Si	8.6988	1.2739	1.3094	0.5448	0.0214	-0.6666
Si	6.4262	5.0869	2.0109	-0.0491	-0.1334	-0.1452
Si	2.1557	-0.5723	2.5465	0.0915	-0.1768	0.2317
Si	1.9561	3.1952	2.3136	0.0209	0.0802	0.3973
Si	2.1391	6.9651	2.8502	0.1687	0.0792	0.4518
Si	6.1149	-0.713	2.8544	0.054	-0.1203	0.3612
Si	5.9026	3.0177	2.9349	0.2326	0.1459	0.2469
Si	6.1023	7.09	3.0888	0.1479	0.2546	0.2024
Si	9.6916	-0.501	2.7006	-0.005	0.1166	0.0602
Si	9.4318	3.1368	2.627	0.1127	-0.0639	0.3777
Si	9.6664	7.0153	2.8877	0.0022	-0.0731	0.1747
Si	0.1749	-0.4646	3.8949	-0.0363	0.1793	0.1005
Si	0.0201	3.1749	3.7339	-0.092	-0.0833	-0.1024
Si	0.1337	6.9188	4.0567	-0.1126	-0.205	-0.0403
Si	4.0411	-0.671	4.0389	-0.0423	-0.0686	-0.1093
Si	3.8278	3.1292	3.9934	0.0482	-0.0132	0.061
Si	4.0387	7.0673	4.2314	0.0979	0.0887	0.0855
Si	7.9532	-0.6547	4.3489	0.0439	0.0965	0.0212
Si	7.8122	3.0876	4.4026	-0.2457	-0.1252	0.0513
Si	7.9507	7.058	4.5141	-0.1802	0.0814	0.1799
Si	0.0859	9.0221	5.1501	0.0263	-0.0017	-0.1854
Si	0.123	1.3834	5.2971	0.1327	-0.0457	0.0605
Si	11.5989	4.9647	5.2492	0.0374	0.0754	0.0001
Si	4.0168	9.0295	5.4769	0.1869	0.0998	-0.1758
Si	3.9841	1.2515	5.4979	-0.0048	0.1755	-0.0256
Si	3.9719	5.0156	5.4685	0.1506	-0.185	-0.1841
Si	7.9854	9.0125	5.7844	-0.0955	0.0547	-0.0508
Si	7.8503	1.1994	5.857	0.1644	0.1349	-0.0343
Si	7.8292	5.0534	5.7995	-0.059	-0.1793	-0.1033
Si	1.9491	8.9961	6.5176	-0.0757	-0.0183	0.0223
Si	1.9882	1.2972	6.7435	-0.1553	-0.0091	0.0888
Si	1.9406	5.0395	6.6185	-0.1377	-0.0619	-0.0035
Si	5.9027	9.0607	6.8995	0.0078	0.0906	-0.2357
Si	5.8057	1.2598	7.169	0.0587	-0.1465	-0.3669
Si	5.7754	4.9557	7.0699	-0.118	0.0521	-0.1898
Si	10.046	8.9762	6.9395	0.0017	-0.0371	-0.0492
Si	9.9675	1.2839	6.9731	0.0378	0.0175	-0.1861
Si	9.9339	5.0167	6.8927	0.1027	-0.1021	-0.0338
Si	3.3741	-1.4363	9.3277	-0.2683	0.6072	0.5587
Si	1.4206	3.2268	8.0312	0.6963	0.1378	-0.0138
Si	13.1483	7.0402	7.7978	0.4018	0.1782	0.0792
Si	5.5456	-0.7335	8.4567	-0.2093	-0.1576	-0.127
Si	3.7408	3.1094	10.1421	-0.3423	-0.1367	0.2467
Si	5.5674	7.0857	8.0349	-0.0267	0.1764	0.0946
Si	10.7278	-0.6418	8.1321	-0.0797	-0.155	0.3593
Si	10.5395	3.1924	8.2674	-0.6265	0.0713	0.1749
Si	9.2178	7.2365	10.6313	0.0991	-0.1068	0.1851
Si	6.8445	10.2509	10.3768	-0.0777	-0.4231	0.0074
Si	8.3784	3.2263	10.6341	0.283	-0.1845	-0.0163
Si	10.7668	6.9453	7.9964	-0.113	0.1194	0.0071
Si	13.1311	10.834	7.9259	0.1434	-0.0084	0.0108
Si	5.7046	3.1032	8.6885	0.5136	0.2155	0.0153
Si	16.8818	7.5252	19.2229	-0.0855	-0.1228	-0.1634
Si	9.1677	-1.2181	10.8181	0.5453	0.4367	0.0311
Si	6.1316	-0.5873	12.4613	-0.6285	0.2053	1.2215
Si	8.9852	5.7838	12.3896	0.3222	0.0077	1.0199
Si	6.6993	8.966	16.7863	-0.1178	0.0482	0.0549
Si	15.1607	1.7921	16.7556	-0.0934	0.0194	0.1425
Si	12.272	6.4878	16.795	0.0143	0.0001	0.0686
Si	8.6505	0.8722	12.7831	-0.1404	-0.1754	0.6303
Si	14.9011	4.8392	16.5161	-0.0677	0.0057	0.0101
Si	3.4864	7.6698	9.1749	-0.2047	-0.6841	0.3307
Si	4.8939	9.3161	14.6146	-0.021	0.1567	0.1106
Si	15.5844	3.5654	20.9442	-0.0616	0.2248	-0.1654
Si	14.0058	11.2925	14.5674	0.0765	-0.1179	0.1396
Si	14.8694	0.4314	11.8507	0.1325	-0.2744	0.3714
Si	10.4018	4.3827	21.9405	0.0618	0.0529	-0.1311
Si	14.5586	6.3969	20.7216	0.0195	-0.0995	-0.1809
Si	4.8158	6.2286	14.4305	-0.1874	0.0017	0.3409
Si	6.1624	10.1109	21.0116	0.053	-0.1449	0.0208
Si	10.6558	11.6571	17.6987	-0.1347	0.0005	0.0692
Si	11.0279	8.5828	21.4351	-0.0325	-0.1218	-0.5197
Si	11.5401	6.1977	19.7397	0.0656	0.0273	-0.1858
Si	7.6681	6.601	14.9794	-0.0225	0.108	0.3584
Si	12.4329	9.6965	16.5938	0.038	-0.0707	0.0497
Si	9.3691	2.1233	15.5686	-0.0042	-0.0153	0.1977
Si	6.731	2.2158	17.3107	-0.0314	0.0474	-0.0034
Si	4.607	5.8117	11.3056	0.1082	0.3861	0.2165
Si	10.191	5.067	15.0263	0.0885	0.0186	0.1589
Si	5.5812	4.6769	18.5905	0.0463	0.0667	0.0526
Si	6.9349	7.1983	9.9428	-0.9476	-0.1349	-0.3407
Si	13.5088	11.5518	18.6071	0.1216	0.0534	-0.0931
Si	7.8881	11.1623	18.7012	0.0957	-0.0535	-0.1218
O	9.1207	1.428	-0.3081	-0.3777	-0.092	0.4334
O	0.9991	0.5724	-0.0573	0.4318	0.3754	0.3877
O	2.9772	0.4226	-1.7157	0.0403	0.296	0.4035
O	14.4464	7.5563	21.8513	-0.3431	0.0568	0.3172
O	5.3745	8.8758	0.4273	0.5683	0.0397	0.2515
O	5.2889	0.884	0.1374	0.4324	0.3193	0.4578
O	9.0465	5.3508	0.0337	-0.1259	0.3687	0.3128
O	7.6147	0.2107	-2.223	0.1889	-0.002	0.2393
O	4.1067	4.2801	11.1995	0.0115	0.0749	-0.1592
O	7.0879	3.1717	9.6399	-0.2164	-0.0594	-0.0754
O	14.8226	1.8052	11.008	0.0971	0.0616	-0.3038
O	10.1571	-0.6063	9.6838	0.0401	-0.1038	-0.2005
O	2.3979	3.5222	9.3295	0.0246	-0.1227	0.1133
O	9.7514	3.2853	9.7355	-0.168	-0.0414	0.0269
O	10.3302	6.7156	9.5729	-0.0196	0.3139	0.0183
O	13.7722	0.3655	13.0696	0.2446	-0.0238	-0.1918
O	7.2761	6.7767	-1.4411	0.0711	0.1465	0.0548
O	9.4677	11.51	18.7851	-0.0866	-0.0179	-0.1675
O	11.0689	7.7295	20.0575	0.0627	-0.0171	0.4409
O	10.1703	5.223	13.3961	-0.5122	0.0168	0.0294
O	4.8962	7.7287	-1.936	0.1	0.0963	0.4558
O	4.7686	6.1846	12.8442	0.0197	-0.0777	-0.2107
O	11.4106	6.1287	18.1276	0.1614	0.0674	0.0353
O	14.5022	3.2768	16.6683	0.1898	0.06	0.0055
O	5.415	11.5239	21.494	0.2725	0.1567	0.1989
O	0.5892	1.7509	-2.2903	0.1234	-0.2611	0.1642
O	8.9185	9.8012	-1.0952	-0.1714	-0.4206	0.4531
O	13.7511	11.1893	20.1737	-0.2256	0.0234	0.1219
O	11.5903	10.0885	21.1957	0.1045	-0.0982	0.2226
O	15.3519	5.1304	21.4069	-0.0474	-0.077	-0.1782
O	8.4004	1.8872	11.551	-0.0493	0.2443	-0.2741
O	9.5037	-0.3781	12.1878	-0.2077	-0.0586	-0.3489
O	5.8185	9.5702	13.3052	0.0317	0.2987	-0.254
O	9.3691	1.5326	14.0617	-0.105	0.0133	-0.2595
O	4.8124	0.3674	12.5059	-0.1781	-0.104	-0.2232
O	4.5287	7.7657	14.8608	0.1706	-0.1804	-0.1328
O	8.0002	6.6879	13.3785	0.1909	-0.3034	-0.2138
O	3.1199	-0.8496	10.8704	0.1914	-0.1149	-0.223
O	7.6618	9.9717	17.6066	-0.0872	0.0809	0.118
O	16.0761	3.7224	19.4089	0.086	0.1413	0.1427
O	9.5115	8.7657	11.1273	0.1713	-0.2177	-0.2453
O	8.3278	4.4688	11.6823	-0.124	-0.1491	-0.3208
O	12.7037	10.5498	15.2175	0.1636	0.0708	0.0334
O	7.0759	0.9743	18.3051	0.0726	-0.0394	-0.0312
O	6.436	8.6353	10.5761	0.1367	0.2104	-0.0419
O	17.6587	6.0365	19.3845	-0.321	0.009	-0.195
O	6.2554	5.805	15.065	0.0612	0.214	-0.2777
O	7.5598	8.0334	15.7577	-0.1613	-0.1963	-0.1396
O	14.6676	1.0472	18.125	-0.1327	-0.119	-0.1312
O	12.4508	8.0824	16.4826	-0.019	-0.0063	0.0777
O	4.564	2.3676	-1.8898	-0.0514	-0.0927	0.5652
O	6.0896	5.9505	10.6427	0.0342	0.2024	0.3018
O	5.2402	1.9372	16.708	-0.018	0.0599	0.0911
O	5.675	9.8858	15.9237	0.0395	-0.2826	-0.1678
O	3.5299	6.831	10.6169	0.4216	0.0061	-0.1317
O	10.9578	10.174	17.0906	0.2678	0.2419	0.0605
O	5.7916	8.027	17.7529	0.1301	0.0478	0.0832
O	15.3283	7.0728	19.4525	0.1509	-0.1109	0.2203
O	12.0183	12.2134	18.4076	0.0706	-0.2871	-0.077
O	7.2221	0.2935	13.3042	0.2062	-0.0885	-0.4855
O	10.2015	1.1365	16.5363	-0.0981	0.0124	-0.0461
O	7.2151	2.7424	-1.6567	-0.0986	-0.0069	0.1016
O	5.5006	8.8663	20.1604	0.0892	0.0798	0.0517
O	14.5893	0.9346	15.5092	-0.0617	-0.1685	-0.0986
O	10.5849	5.0837	20.4642	0.065	0.0219	0.4096
O	11.5277	5.8073	15.536	-0.1091	-0.0348	0.0342
O	9.5199	1.9134	-2.8429	-0.1137	-0.0464	0.29
O	7.4333	10.6156	20.1486	-0.162	0.0328	-0.0348
O	3.6839	5.206	14.9693	0.2354	0.1652	0.0619
O	8.8718	5.7749	15.6815	-0.0058	-0.0234	-0.4196
O	1.8589	8.4467	-1.5535	0.0429	-0.2315	-0.0325
O	5.3644	4.5846	-0.9369	-0.2137	0.0321	0.0635
O	13.5517	10.1844	17.6994	-0.2785	0.1956	-0.0374
O	1.7585	6.1222	-0.0208	0.5573	-0.0679	0.2402
O	6.7622	3.6598	18.0976	-0.2335	-0.0659	-0.0459
O	15.0562	10.0881	14.4332	0.0544	0.1271	-0.0329
O	10.1766	3.5254	15.5133	-0.173	0.0886	-0.1625
O	7.8432	2.2913	16.1237	0.1649	-0.0673	0.021
O	13.0844	5.9364	20.2089	-0.0998	0.1329	0.1016
O	16.2459	5.2005	17.3376	-0.0282	-0.1379	0.0274
O	13.7128	5.8014	17.0124	-0.0061	-0.0327	-0.0872

Results
free energy: -49242.063 eV
free energy less fixed offsets of O -463.61, Si -117.95 eV per atom: -12.603 eV
pressure: -2.28 GPa
stress xx, yy, zz, yz, xz, xy (GPa, positive in tension): 2.7, 2.84, 1.29, -0.21, -0.14, 0.47
